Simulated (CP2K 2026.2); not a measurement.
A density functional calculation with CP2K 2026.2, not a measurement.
Periodic cell of 513 atoms, Si351O162, from a study of silicon, its oxide and their interface. The atomic structure is a simulated model.
Doubt: the forces sum to 0.87 eV/angstrom along one axis rather than to zero, so they err by at least 0.0017 eV/angstrom per atom on average; the grid cutoff is modest.

Settings: functional PBE; method Gaussian and plane waves; basis set DZVP-MOLOPT-SR-GTH; pseudopotentials GTH-PBE; grid cutoff 350 Ry, relative cutoff 50 Ry; k points Gamma only; occupations fixed; spin none; net charge 0.

Cell vectors (angstrom)
a 16.407 0 0
b 0 16.407 0
c -0.283 1.0884 34.4589

Atoms and the computed forces on them: element, x, y, z (angstrom), force x, y, z (eV/angstrom)
Si 15.687 1.023 0.119 0.015 -0.14 0.048
Si 2.054 3.317 0.256 0.033 0.004 -0.044
Si 0.05 5.659 0.144 0.153 -0.011 -0.212
Si 2.869 8.472 0.231 -0.1 0.083 -0.09
Si 15.767 11.815 0.264 -0.103 0.232 -0.145
Si 2.589 14.422 0.239 0.005 -0.034 0.162
Si 5.584 16.265 0.194 -0.259 0.104 -0.001
Si 7.717 2.908 0.003 0.105 -0.182 0.129
Si 4.68 7.245 34.181 -0.107 0.014 0.1
Si 7.716 9.972 34.101 0.119 -0.169 0.067
Si 5.828 11.19 0.033 -0.115 0.166 0.23
Si 8.978 13.346 0.099 -0.112 0.252 0.069
Si 11.36 15.986 0.139 0.008 0.049 0.078
Si 13.486 3.082 0.459 0.009 -0.141 -0.318
Si 10.895 6.231 34.089 -0.018 -0.086 -0.014
Si 13.213 9.016 0.201 -0.249 0.26 -0.194
Si 11.065 11.15 0.532 0.121 -0.124 -0.337
Si 13.611 13.958 0.563 0.088 0.002 -0.413
Si 0.953 1.864 1.704 -0.027 0.065 -0.189
Si 3.966 4.443 1.206 -0.165 0.012 -0.196
Si 1.299 7.202 1.477 -0.087 -0.045 -0.198
Si 4.146 10.052 1.394 0.161 -0.132 -0.151
Si 1.193 12.86 1.411 -0.042 -0.019 -0.172
Si 3.999 15.485 1.718 0.081 -0.152 -0.048
Si 6.869 1.366 1.522 -0.235 0.158 -0.143
Si 9.354 4.345 1.12 0.039 -0.021 -0.078
Si 6.746 7.227 1.043 -0.038 0.052 -0.251
Si 9.458 9.755 1.441 -0.09 0.109 -0.196
Si 7.023 12.638 1.43 0.12 -0.233 -0.078
Si 9.742 15.084 1.597 -0.005 -0.091 -0.372
Si 12.111 1.527 1.493 0.015 -0.167 -0.298
Si 14.906 4.538 1.589 0.137 0.111 -0.084
Si 12.075 7.099 1.138 0.179 -0.044 -0.052
Si 14.83 10.062 1.592 -0.001 -0.036 -0.131
Si 12.299 12.577 1.89 0.009 -0.068 -0.153
Si 14.942 15.563 1.578 0.053 0.181 -0.399
Si 16.16 3.23 3.079 -0.001 -0.067 0.21
Si 2.543 0.48 2.926 -0.185 0.036 -0.072
Si 16.293 8.598 2.783 0.002 0.019 -0.057
Si 2.677 5.796 2.78 0.129 -0.123 0.07
Si 16.343 14.174 2.916 0.065 0.051 0.009
Si 2.645 11.381 2.706 -0.047 0.049 -0.103
Si 5.37 2.979 2.638 -0.081 0.055 -0.078
Si 8.282 0.147 2.881 0.168 -0.16 -0.03
Si 5.472 8.553 2.685 0.038 0.122 -0.022
Si 8.086 5.818 2.528 -0.075 0.071 -0.055
Si 5.495 14.006 2.848 0.155 -0.072 -0.185
Si 8.193 11.183 2.876 -0.142 0.091 -0.025
Si 10.692 3.004 2.687 -0.079 -0.047 0.007
Si 13.522 0.369 2.981 -0.047 -0.037 0.146
Si 10.784 8.349 2.741 0.005 -0.06 0.021
Si 13.471 5.942 2.748 -0.04 -0.004 0.012
Si 10.916 13.901 3.16 0.024 0.031 0.268
Si 13.621 11.233 3.164 0.071 -0.006 0.195
Si 1.306 4.517 4.264 0.002 0.008 -0.076
Si 4.009 1.798 4.189 -0.036 -0.04 -0.014
Si 1.312 9.96 4.108 -0.041 0.04 0.081
Si 4.072 7.198 4.097 -0.047 -0.077 -0.091
Si 1.291 15.47 4.319 -0.032 -0.102 -0.031
Si 4.047 12.649 4.152 -0.032 0.006 0.015
Si 6.727 4.433 3.981 0.13 -0.125 -0.048
Si 9.483 1.67 4.211 0.03 0.054 0.03
Si 6.759 9.862 4.193 0.042 -0.046 -0.098
Si 9.387 7.071 4.116 0.102 0.058 -0.021
Si 6.824 15.319 4.263 -0.065 0.023 -0.049
Si 9.476 12.52 4.36 0.034 0.03 -0.126
Si 12.131 4.431 4.067 -0.024 0.083 -0.139
Si 14.855 1.76 4.346 -0.039 0.049 0.017
Si 12.13 9.771 4.235 0.086 0.003 -0.063
Si 14.906 7.23 4.16 -0.074 0.032 -0.024
Si 12.252 15.374 4.394 -0.037 0.052 -0.074
Si 15.013 12.727 4.317 0.036 -0.044 0
Si 16.287 0.394 5.654 -0.009 0.018 0.018
Si 2.659 3.123 5.598 -0.009 0.041 0.034
Si 16.291 5.877 5.551 0.06 0.02 0.052
Si 2.673 8.56 5.481 -0.001 0.001 -0.084
Si -0.027 11.285 5.58 0.064 0.099 -0.019
Si 2.692 14.024 5.569 0.021 0.075 -0.02
Si 5.391 0.356 5.52 0.039 0.015 0.005
Si 8.068 3.088 5.478 -0.042 -0.064 -0.087
Si 5.411 5.793 5.462 -0.06 0.063 -0.1
Si 8.11 8.483 5.543 -0.028 0.057 -0.051
Si 5.374 11.246 5.541 -0.02 -0.031 -0.058
Si 8.122 13.949 5.657 -0.007 -0.046 0.063
Si 10.841 0.364 5.649 0.084 -0.014 -0.002
Si 13.474 3.157 5.596 0.024 -0.156 0.018
Si 10.791 5.76 5.505 -0.074 -0.052 -0.047
Si 13.556 8.511 5.602 0.008 -0.032 0.039
Si 10.855 11.163 5.654 -0.117 0.012 0.093
Si 13.622 14.012 5.71 0.027 0.057 0.05
Si 1.289 1.756 6.967 -0.013 -0.039 0.003
Si 4.049 4.486 6.909 -0.043 -0.045 0.03
Si 1.295 7.221 6.894 -0.086 0.023 -0.015
Si 4.011 9.892 6.908 0.002 0.023 0.009
Si 1.328 12.655 6.948 0.003 -0.091 -0.01
Si 4.043 15.404 6.93 -0.024 -0.057 -0.068
Si 6.741 1.727 6.9 -0.06 0.046 -0.055
Si 9.433 4.421 6.895 0.083 -0.001 -0.005
Si 6.732 7.14 6.897 0.049 -0.021 0.025
Si 9.441 9.831 6.972 0.094 0.018 0.021
Si 6.714 12.594 6.964 0.021 0.066 -0.006
Si 9.478 15.367 6.981 0 0.003 0.001
Si 12.187 1.75 6.994 -0.049 0.052 0.033
Si 14.926 4.489 6.923 -0.017 0.001 -0.03
Si 12.168 7.122 6.917 0.078 0.01 -0.023
Si 14.963 9.908 6.925 -0.083 0.064 -0.047
Si 12.215 12.597 6.983 0.07 -0.023 0.015
Si 14.969 15.412 7.034 -0.017 -0.037 0.022
Si 16.31 3.125 8.304 0.002 -0.021 -0.001
Si 2.665 0.359 8.298 -0.017 0.006 0.013
Si 16.333 8.553 8.291 0.034 0.012 -0.001
Si 2.659 5.844 8.272 0.004 0.004 -0.001
Si -0.047 14.013 8.329 -0.025 0.041 -0.008
Si 2.671 11.262 8.299 -0.012 0.054 0.005
Si 5.387 3.096 8.281 0.011 -0.03 0.008
Si 8.095 0.356 8.295 0.03 -0.051 0.009
Si 5.373 8.518 8.277 -0.035 0.006 -0.017
Si 8.093 5.794 8.281 -0.01 -0.002 -0.006
Si 5.375 14.008 8.304 0.001 0.003 0.021
Si 8.084 11.229 8.326 -0.014 -0.008 0.003
Si 10.798 3.102 8.318 0.017 -0.087 0.007
Si 13.573 0.379 8.352 0.036 -0.001 -0.009
Si 10.827 8.487 8.316 -0.029 0.031 -0.001
Si 13.561 5.816 8.31 -0.015 -0.021 0.004
Si 10.844 13.989 8.335 0.005 0.014 -0.006
Si 13.599 11.248 8.326 0.011 0.043 -0.001
Si 1.296 4.481 9.661 -0.027 -0.007 0.001
Si 4.029 1.731 9.656 -0.014 -0.006 0
Si 1.293 9.908 9.665 -0.044 0.022 0.002
Si 4.014 7.181 9.675 -0.022 0.023 0.005
Si 1.317 15.391 9.677 0.004 -0.022 0.006
Si 4.018 12.634 9.671 -0.014 -0.005 0
Si 6.741 4.447 9.668 0.013 -0.008 0
Si 9.452 1.719 9.674 0.02 0.027 -0.006
Si 6.71 9.874 9.688 0.037 0.011 0.005
Si 9.443 7.148 9.677 0.052 -0.017 0.001
Si 6.738 15.384 9.661 -0.004 -0.001 -0.007
Si 9.454 12.617 9.68 0.015 0.031 0.006
Si 12.192 4.452 9.675 0.022 0.004 -0.018
Si 14.965 1.745 9.689 -0.018 -0.025 0.006
Si 12.203 9.874 9.663 0.02 -0.006 -0.003
Si 14.953 7.184 9.654 -0.023 0.002 -0.017
Si 12.207 15.385 9.689 0.011 -0.008 0.01
Si 14.971 12.636 9.666 -0.012 -0.005 0.003
Si -0.049 0.365 11.03 -0.015 -0.018 0.006
Si 2.677 3.108 11.028 -0.024 -0.047 -0.001
Si -0.077 5.839 11.036 -0.026 0.02 -0.003
Si 2.65 8.548 11.048 -0.001 -0.002 -0.001
Si -0.072 11.272 11.028 -0.013 0.026 0.008
Si 2.667 14.006 11.039 0.003 -0.004 0.009
Si 5.384 0.354 11.026 -0.003 -0.013 -0.002
Si 8.099 3.087 11.042 0.018 -0.044 0.007
Si 5.38 5.81 11.046 0.016 -0.035 -0.001
Si 8.071 8.505 11.055 0.004 0.042 -0.006
Si 5.354 11.26 11.057 -0.02 0.048 0.009
Si 8.085 14.006 11.036 0.009 0.024 0.003
Si 10.824 0.357 11.037 -0.02 -0.018 0.003
Si 13.58 3.104 11.04 -0.014 -0.016 0.002
Si 10.822 5.805 11.04 0.001 0.005 0.001
Si 13.579 8.527 11.03 0.014 0.019 -0.003
Si 10.822 11.235 11.031 0.029 0.011 -0.01
Si 13.597 14.005 11.023 0.029 0.003 -0.017
Si 1.332 1.729 12.398 0.028 0.028 0.008
Si 4.039 4.451 12.434 -0.008 0.041 0
Si 1.293 7.189 12.426 -0.017 0.017 0.001
Si 3.99 9.906 12.449 0.005 0.004 0.005
Si 1.301 12.629 12.394 -0.052 0.004 0
Si 4.038 15.377 12.39 -0.018 0.002 -0.013
Si 6.735 1.726 12.402 0.01 -0.017 -0.011
Si 9.457 4.455 12.411 0.042 0.003 -0.015
Si 6.716 7.158 12.458 -0.017 -0.017 0.012
Si 9.437 9.876 12.408 -0.004 -0.03 -0.002
Si 6.715 12.64 12.414 0.023 -0.015 -0.005
Si 9.436 15.403 12.389 0.04 -0.032 0.004
Si 12.202 1.736 12.39 0.047 -0.002 0.005
Si 14.958 4.472 12.398 0.005 -0.026 -0.008
Si 12.195 7.169 12.39 0.003 -0.019 -0.014
Si 14.96 9.898 12.371 -0.024 0.017 -0.014
Si 12.211 12.62 12.358 -0.007 0.027 0.001
Si 14.988 15.377 12.366 -0.031 0.013 0.009
Si -0.031 3.124 13.736 -0.11 -0.049 0.003
Si 2.715 16.758 13.76 -0.01 -0.057 -0.017
Si -0.084 8.573 13.772 -0.025 -0.007 -0.01
Si 2.677 5.828 13.795 0.017 -0.064 -0.025
Si -0.048 14.01 13.741 0.015 -0.031 0.014
Si 2.62 11.276 13.821 -0.003 0.045 0.015
Si 5.419 3.088 13.811 0.012 -0.051 0.003
Si 8.075 16.774 13.783 -0.033 0.048 0.019
Si 5.332 8.522 13.83 0.004 0.062 -0.013
Si 8.097 5.787 13.818 0.051 -0.03 -0.005
Si 5.37 14.023 13.798 -0.015 0.011 0.011
Si 8.048 11.236 13.768 0.008 0.075 -0.012
Si 10.836 3.11 13.768 -0.034 -0.01 0.023
Si 13.613 16.763 13.69 0.014 -0.049 -0.022
Si 10.803 8.496 13.762 0.047 0.062 0.011
Si 13.564 5.821 13.761 -0.052 0.047 0.037
Si 10.82 14 13.68 0.016 0.002 -0.025
Si 13.576 11.245 13.72 0.068 -0.005 0.011
Si 1.336 4.454 15.153 0.132 0.07 -0.015
Si 4.105 1.673 15.163 -0.047 0.057 0.015
Si 1.238 9.922 15.212 -0.048 0.022 0.109
Si 3.97 7.184 15.248 -0.003 -0.046 0.097
Si 1.349 15.376 15.095 0.017 0.045 -0.013
Si 3.997 12.656 15.169 -0.015 -0.037 0.033
Si 6.764 4.437 15.235 -0.028 0.027 0.081
Si 9.433 1.778 15.121 0.073 -0.041 0.011
Si 6.692 9.883 15.192 -0.038 -0.046 0.044
Si 9.469 7.133 15.187 -0.049 -0.019 0.067
Si 6.713 15.415 15.18 0.034 -0.068 0.044
Si 9.438 12.646 15.04 0.016 0.014 -0.039
Si 12.196 4.471 15.159 0.08 0.01 0.029
Si 15.007 1.721 15.035 0.026 0.054 -0.074
Si 12.18 9.885 15.07 -0.082 -0.071 -0.029
Si 14.939 7.202 15.093 0.01 0.035 0.004
Si 12.21 15.382 14.983 0.015 -0.011 -0.055
Si 14.976 12.608 15.056 -0.088 0.03 -0.008
Si -0.002 16.79 16.38 0.058 -0.075 0.072
Si 2.736 3.036 16.48 0.002 -0.069 0.139
Si -0.039 5.897 16.432 -0.186 -0.031 -0.026
Si 2.539 8.531 16.646 0.096 0.057 -0.078
Si 16.261 11.319 16.579 0.054 -0.024 0.09
Si 2.694 14.073 16.556 -0.101 -0.055 0.009
Si 5.429 16.782 16.674 0.004 0.017 0.039
Si 8.154 3.101 16.659 -0.021 0.026 -0.005
Si 5.387 5.817 16.597 -0.022 -0.046 0.109
Si 8.075 8.49 16.538 0.058 0.066 0.063
Si 5.278 11.236 16.557 0.025 0.095 0.079
Si 8.114 14 16.438 -0.005 0.02 0.01
Si 10.858 16.767 16.307 -0.061 0.051 0.065
Si 13.66 3.079 16.388 -0.024 -0.064 0.045
Si 10.82 5.785 16.628 -0.037 0.079 0.027
Si 13.526 8.528 16.452 0.046 0.055 0.014
Si 10.775 11.26 16.364 0.088 -0.009 0.084
Si 13.563 13.993 16.295 0.025 -0.02 -0.001
Si 1.414 1.635 17.844 0.092 -0.118 -0.125
Si 4.048 4.372 17.929 0.144 0.082 -0.138
Si 1.067 7.243 18.025 -0.143 0.014 0.073
Si 3.854 9.929 18.026 -0.002 0.166 -0.034
Si 1.263 12.763 17.914 0.025 0.019 -0.064
Si 4.032 15.4 18.04 -0.021 -0.036 0.056
Si 6.88 1.708 18.1 -0.036 -0.054 0.077
Si 9.484 4.454 18.136 0.091 -0.014 0.162
Si 6.732 7.187 18.027 -0.126 -0.109 -0.155
Si 9.491 9.891 17.801 -0.01 -0.155 -0.208
Si 6.746 12.617 17.797 -0.093 -0.069 -0.185
Si 9.53 15.427 17.694 -0.038 0.123 -0.077
Si 12.232 1.699 17.649 -0.076 0.099 -0.178
Si 15.121 4.409 17.693 0.061 0.093 -0.109
Si 12.281 7.144 17.912 0.009 0.055 0.122
Si 14.734 9.963 17.874 -0.099 -0.061 -0.085
Si 12.148 12.667 17.632 0.023 -0.021 -0.148
Si 14.954 15.386 17.554 -0.016 -0.061 -0.265
Si 0.049 3.05 19.073 0.2 0.151 0.267
Si 2.647 16.746 19.488 -0.182 0.032 0.138
Si 15.894 8.648 19.416 -0.046 0.061 0.189
Si 2.46 5.665 19.133 0.143 -0.237 0.268
Si 16.189 14.203 19.093 0.143 0.2 0.204
Si 2.456 11.383 19.42 0.013 -0.005 0.172
Si 5.517 3.133 19.469 -0.076 -0.006 0.366
Si 8.407 16.677 19.327 0.164 -0.081 0.315
Si 5.282 8.546 19.348 0.11 -0.099 0.358
Si 8.096 5.944 19.576 -0.017 0.092 0.52
Si 5.545 14.013 19.254 0.117 -0.093 0.161
Si 8.09 11.215 19.125 -0.131 0.014 0.236
Si 11.041 2.923 19.243 0.144 -0.062 0.218
Si 13.576 16.664 18.856 0.046 0.026 0.167
Si 10.961 8.71 19.211 -0.169 0.155 0.408
Si 13.741 5.603 19.098 -0.166 0.019 0.262
Si 10.878 14.055 18.966 -0.024 -0.081 0.138
Si 13.351 11.431 19.171 -0.288 -0.065 0.349
Si 1.609 3.993 20.679 -0.191 0.114 -0.268
Si 3.994 1.896 20.775 -0.081 -0.019 -0.159
Si 0.373 10.566 20.586 0.103 0.16 -0.047
Si 3.961 6.842 20.393 -0.257 0.245 -0.286
Si 0.603 15.877 20.584 -0.031 0.089 0.023
Si 4.393 12.401 20.514 -0.122 0.16 0.025
Si 6.431 4.866 21.132 0.088 0.105 -0.127
Si 10.288 1.175 20.66 0.061 -0.081 -0.292
Si 6.612 10.086 20.653 -0.136 0.017 0.057
Si 9.673 7.439 20.684 0.32 -0.213 -0.378
Si 7.314 15.005 20.588 0.177 -0.271 -0.082
Si 9.43 12.755 20.239 -0.11 0.031 0.403
Si 12.836 3.852 20.482 0.043 -0.096 -0.134
Si 14.921 1.671 20.072 0.015 -0.009 0.472
Si 11.631 10.595 20.683 0.094 -0.053 -0.169
Si 14.532 7.041 20.759 0.102 -0.293 -0.189
Si 12.402 15.244 20.289 0.173 -0.182 0.23
Si 14.661 12.955 20.325 -0.27 0.316 0.003
Si 9.731 0.933 27.509 -0.042 0.014 -0.008
Si 1.627 3.297 25.845 -0.025 -0.04 0.085
Si 16.183 5.318 22.924 0.057 -0.112 0.149
Si 1.79 10.1 23.141 -0.144 0.007 0.396
Si 0.431 15.453 23.608 -0.079 0.142 0.406
Si 12.579 14.338 28.604 -0.134 0.149 0.044
Si 8.259 8.765 22.933 0.078 0.228 0.24
Si 6.663 15.605 25.354 0.036 -0.246 0.237
Si 6.266 0.743 22.737 -0.183 -0.304 0.112
Si 8.998 2.036 23.311 0.093 -0.176 0.581
Si 9.594 4.538 28.54 -0.028 0.044 -0.099
Si 11.981 6.1 22.152 0.182 -0.027 0.161
Si 13.925 12.149 25.288 -0.066 0.037 0.292
Si 2.441 11.676 30.318 0.19 -0.068 -0.347
Si 2.311 16.855 25.381 0.039 0.046 0.266
Si 1.77 6.107 25.092 -0.115 -0.21 0.327
Si 1.587 10.47 25.921 -0.046 0.03 0.293
Si 3.939 13.749 28.566 0.17 0.077 -0.042
Si 14.56 16.747 25.248 0.02 0.094 0.215
Si 12.11 7.319 24.914 0.149 0.189 0.367
Si 6.425 6.512 23.636 -0.11 -0.023 0.415
Si 4.056 14.423 25.611 0.185 0.104 0.331
Si 9.122 3.505 25.949 0.021 -0.09 0.199
Si 0.262 16.555 27.666 0.085 0.135 -0.038
Si 12.189 14.766 25.667 0.096 0.071 0.024
Si 9.921 9.298 25.483 0.278 0.002 0.233
Si 0.233 13.094 25.444 -0.01 -0.1 0.203
Si 12.261 10.036 23.779 -0.163 -0.016 0.351
Si 14.942 3.329 24.876 0.05 -0.105 0.409
Si 1.002 2.915 28.813 -0.157 -0.068 -0.18
Si 3.165 2.307 30.905 -0.057 -0.012 -0.377
Si 11.145 16.527 30.037 0.181 0.077 -0.214
Si 3.561 7.67 23.126 -0.251 -0.164 0.323
Si 1.088 9.328 28.62 0.023 0.013 -0.136
Si 4.926 10.091 30.363 -0.178 0.101 -0.219
Si 6.866 17.182 28.187 -0.046 -0.03 -0.078
Si 9.506 15.729 24.97 0.064 -0.229 0.26
Si 6.145 7.876 26.366 -0.076 0.143 0.165
Si 4.873 5.987 28.433 0.009 0.021 -0.166
Si 6.809 3.643 27.737 0.011 -0.101 0.009
Si 8.216 9.693 28.017 -0.035 0.018 -0.136
Si 10.856 2.913 30.487 0.35 -0.128 -0.101
Si 13.737 5.387 26.8 0.094 -0.066 -0.035
Si 13.247 6.419 29.345 -0.026 -0.049 -0.177
Si 13.954 11.843 28.473 0.103 -0.089 -0.173
Si 14.965 8.87 32.523 -0.037 -0.13 0.004
Si 1.386 1.748 33.19 -0.042 -0.037 -0.107
Si 0.664 11.158 32.662 0.094 0.059 0.032
Si 1.955 6.603 28.172 -0.052 -0.02 -0.055
Si 4.865 16.17 30.143 -0.094 -0.063 -0.346
Si 5.842 11.541 28 -0.072 0.163 0.003
Si 5.499 7.298 31.143 -0.139 0.131 -0.375
Si 5.379 3.248 32.503 0.1 -0.033 -0.112
Si 7.68 9.338 31.064 -0.179 0.105 -0.358
Si 4.7 10.515 25.445 -0.11 0.063 0.272
Si 4.751 14.836 33.038 -0.054 0.122 -0.073
Si 8.066 2.56 31.934 -0.014 -0.026 -0.292
Si 15.776 5.284 28.943 -0.065 -0.106 -0.074
Si 10.903 5.72 31.025 0.207 -0.186 -0.394
Si 3.69 12.37 23.354 0.055 0.073 0.435
Si 14.497 8.957 29.559 0.083 -0.028 -0.486
Si 9.117 16.39 32.308 0.155 -0.054 -0.175
Si 15.518 14.138 28.173 0.164 -0.122 0.127
O 2.171 1.39 31.824 -0.112 -0.152 0.05
O -0.248 1.866 33.111 0.12 0.093 -0.155
O 0.785 5.564 33.969 0.131 -0.051 0.459
O 2.077 3.185 33.617 0.206 0.093 -0.21
O 15.478 7.528 33.309 -0.26 0.122 0.155
O 0.78 6.036 29.138 0.094 0.188 -0.1
O -0.2 9.867 32.185 0.169 0.054 -0.083
O 1.834 10.565 33.619 0.176 -0.07 -0.161
O 16.077 12.225 33.358 -0.106 0.038 -0.302
O 14.072 14.868 28.249 -0.056 0.16 0.018
O 5.156 13.258 33.197 -0.026 0.124 -0.11
O 3.149 14.928 33.395 -0.101 -0.27 0.19
O 1.528 16.894 34.223 -0.224 -0.215 -0.169
O 5.625 15.799 34.068 0.191 0.096 -0.091
O 5.951 4.316 33.644 0.422 0.014 0.162
O 4.046 3.514 31.607 -0.056 0.093 0.278
O 5.064 6.765 32.619 -0.102 -0.182 0.483
O 3.534 8.443 33.89 0.233 -0.181 0.193
O 8.375 9.66 32.534 -0.223 0.019 0.817
O 8.545 9.385 29.626 0.227 0.117 0.391
O 6.523 6.671 25.293 0.207 -0.035 -0.263
O 6.543 11.12 33.851 0.152 0.115 0.117
O 8.491 15.094 33.047 -0.114 -0.123 0.119
O 4.996 1.854 33.296 0.08 -0.212 0.004
O 8.448 3.32 33.333 -0.091 0.175 0.213
O 7.83 17.369 32.1 0.049 -0.174 0.263
O 14.228 3.183 34.026 0.334 -0.013 0.551
O 12.189 5.163 34.016 -0.224 0.505 0.326
O 10.391 6.344 32.46 0.182 -0.062 0.627
O 7.049 7.827 31.176 0.17 -0.197 0.217
O 13.802 9.627 33.358 0.152 -0.215 -0.171
O 1.339 12.075 26.037 -0.011 0.212 -0.233
O 9.841 13.282 34.089 -0.482 0.357 0.518
O 11.851 11.293 34.077 0.079 -0.233 0.732
O 14.327 14.003 34.138 0.272 -0.272 0.44
O 12.261 15.967 34.095 -0.057 0.163 0.587
O 15.079 4.28 23.557 0.039 0.072 -0.361
O 0.897 4.482 22.082 0.115 -0.057 0.047
O 4.867 1.33 22.097 -0.086 -0.088 -0.039
O 2.795 2.964 21.266 0.231 0.264 -0.104
O 0.774 9.732 21.952 -0.163 0.173 0.173
O 15.734 11.824 21.081 0.044 -0.084 -0.149
O 5.079 5.732 20.814 0.007 -0.037 0.089
O 2.983 7.086 21.723 0.055 0.187 -0.3
O 2.247 11.658 23.048 -0.071 0.058 -0.081
O 0.681 15.106 22.047 -0.014 0.09 -0.136
O 4.144 13.117 21.992 0.08 -0.072 -0.274
O 3.672 15.988 25.358 0.006 0.082 -0.192
O 6.459 5.047 22.874 0.237 -0.325 -0.711
O 7.725 7.239 23.008 0.23 -0.269 -0.187
O 9.918 2.134 21.975 -0.137 0.155 -0.244
O 9.461 17.069 24.066 -0.037 0.328 -0.411
O 5.442 11.202 20.958 -0.084 -0.049 -0.344
O 7.199 9.766 22.195 -0.225 -0.081 -0.142
O 8.618 9.206 24.478 -0.409 0.15 -0.38
O 10.576 6.213 21.338 0.059 0.164 0.121
O 6.717 15.814 21.896 0.227 0.057 -0.052
O 6.076 16.675 24.281 -0.169 0.163 -0.195
O 10.49 11.772 21.116 0.319 -0.181 -0.516
O 8.404 13.799 21.122 -0.216 0.284 -0.632
O 11.696 6.28 23.743 -0.239 -0.08 -0.221
O 12.487 4.567 21.928 -0.202 -0.024 0.216
O 13.884 2.631 20.981 0 0.233 -0.408
O 15.917 0.692 21.001 0.143 -0.354 -0.173
O 12.125 10.08 22.165 0.039 0.083 -0.288
O 13.319 11.142 24.212 -0.033 -0.024 -0.308
O 15.522 6.384 21.902 0.108 0.352 -0.265
O 13.057 7.213 21.554 0.131 0.158 -0.156
O 10.858 14.85 24.7 -0.107 0.145 0.014
O 11.395 16.365 21.13 -0.275 0.232 -0.418
O 15.926 13.952 26.616 0.038 -0.04 -0.07
O 13.114 13.544 25.162 0.194 -0.192 -0.221
O 13.521 14.129 21.031 -0.04 -0.026 -0.624
O 15.328 15.845 24.114 0.146 -0.15 -0.209
O 1.606 3.547 27.444 0.032 0.035 0.071
O 2.313 4.568 25.115 0.056 0.065 -0.073
O 0.427 6.166 24.171 -0.247 -0.088 -0.106
O 0.061 3.109 25.439 -0.194 -0.012 -0.376
O 3.167 9.238 23.1 0.093 0.125 -0.206
O 3.191 10.219 26.004 0.216 -0.005 0.199
O 0.894 14.119 24.404 0.29 -0.175 -0.272
O 1.435 16.671 24.024 -0.15 -0.141 -0.077
O 10.956 17.002 28.49 0.129 -0.158 0.195
O 9.52 8.585 21.911 0.105 -0.048 -0.306
O 5.149 7.402 23.142 0.129 0.187 0.131
O 3.453 13.535 24.43 -0.064 -0.199 -0.098
O 4.717 11.252 23.99 0.052 0.129 -0.26
O 7.444 1.891 22.781 -0.098 0.415 -0.289
O 8.074 14.957 24.81 0.125 0.256 -0.097
O 9.735 4.77 26.875 -0.025 0.044 0.081
O 9.247 3.342 24.311 0.013 -0.062 -0.368
O 11.475 4.189 31.289 -0.143 0.02 -0.022
O 14.351 1.838 24.623 -0.209 -0.032 -0.076
O 10.913 10.331 24.683 -0.085 0.183 -0.1
O 13.203 6.607 25.878 -0.057 0.277 -0.326
O 15.449 12.26 24.741 -0.117 -0.225 -0.338
O 7.425 11.14 28.052 0.171 0.076 0.22
O 15.391 16.848 26.671 0.018 -0.1 0.104
O 12.684 12.744 28.988 -0.13 -0.009 0.016
O 2.595 2.041 25.496 0.21 -0.044 -0.03
O 2.212 3.092 29.862 0.33 -0.049 0.413
O 1.486 6.611 26.61 -0.033 0.084 -0.134
O 3.277 5.718 28.436 -0.029 -0.284 -0.033
O 2.94 7.015 24.466 0.45 0.097 -0.12
O 0.757 9.73 27.087 -0.143 0.078 -0.206
O 6.725 16.372 26.792 -0.196 0.184 -0.169
O 7.361 8.476 27.301 0.272 -0.25 0.147
O 11.72 14.511 27.223 0.128 0.193 0.092
O 3.983 15.263 29.126 -0.188 0.222 -0.073
O 10.745 7.872 25.662 -0.241 0.075 0.058
O 9.853 5.686 29.718 -0.183 0.157 0.14
O 12.862 8.595 24.245 0.154 0.059 -0.301
O 5.099 7.281 27.462 -0.251 0.061 0.179
O 9.55 16.067 26.55 -0.176 -0.226 -0.065
O 5.679 14.334 25.561 0.073 -0.167 0.196
O 9.929 2.216 26.546 0.303 -0.074 -0.303
O 7.507 3.466 26.257 -0.123 0.148 -0.082
O 15.245 5.615 27.415 0.07 0.202 -0.147
O 10.676 3.35 28.912 0.103 -0.006 0.097
O 13.871 4.015 25.932 0.124 -0.226 -0.135
O 16.042 3.705 29.228 0.039 -0.038 -0.081
O 12.746 5.401 28.127 0.127 0.265 0.176
O 9.51 9.825 26.994 0.13 0.029 -0.182
O 1.003 9.836 24.542 -0.126 -0.091 -0.12
O 5.407 12.983 28.666 0.057 -0.229 0.231
O 15.362 12.655 28.853 0.043 -0.047 0.067
O 13.883 11.621 26.846 -0.101 -0.156 0.16
O 13.073 16.139 25.53 -0.144 -0.035 -0.12
O 0.146 15.273 28.701 -0.095 -0.107 -0.16
O 14.621 5.776 29.983 -0.048 0.043 0.053
O 1.54 16.316 26.704 0.144 -0.184 0.035
O 5.01 15.363 31.531 0.334 -0.329 0.323
O 0.545 1.377 28.666 -0.127 -0.027 0.298
O 1.368 12.02 31.471 -0.254 0.017 0.016
O 13.922 10.44 29.25 0.06 -0.074 0.22
O 16.083 8.855 29.24 -0.096 0.098 0.021
O 2.192 8.138 28.65 0.056 0.109 0.128
O 2.794 12.973 29.415 -0.168 -0.075 0.069
O 1.757 10.58 29.355 -0.155 0.073 0.233
O 4.976 10.358 28.742 -0.049 -0.135 0.178
O 3.807 11.085 30.998 0.148 -0.185 0.363
O 8.017 4.111 28.741 0.064 0.076 0.294
O 6.332 16.334 29.455 0.098 -0.322 0.281
O 6.107 2.219 28.116 -0.128 0.16 -0.103
O 5.625 4.732 27.743 -0.112 -0.06 -0.082
O 4.175 1.226 30.225 0.258 0.048 0.286
O 6.424 10.403 30.934 0.01 -0.156 0.022
O 4.531 8.549 30.693 0.008 0.093 -0.143
O 5.387 6.165 29.973 0.251 -0.149 0.399
O 5.503 9.099 25.488 0.219 -0.147 -0.001
O 3.474 13.859 27.018 -0.293 -0.262 -0.043
O 8.432 1.094 28.463 0.021 -0.019 0.045
O 12.085 15.198 29.905 -0.277 0.108 -0.089
O 5.415 11.576 26.442 0.099 0.284 -0.074
O 12.141 6.633 30.5 -0.015 -0.095 0.088
O 6.62 3.115 31.422 -0.137 0.157 0.232
O 11.719 1.531 30.705 -0.174 0.145 -0.001
O 9.307 2.751 30.941 -0.191 0.219 -0.114
O 13.617 7.883 28.686 -0.124 0.151 0.142
O 14.282 8.507 31.097 -0.257 -0.19 0.384
O 10.201 17.258 33.201 0.114 0.204 -0.015
O 9.83 16.039 30.87 -0.233 -0.206 0.148

Results
total energy: -108566.787 eV
total energy less fixed offsets of O -438.35, Si -107.03 eV per atom: 13.443 eV
